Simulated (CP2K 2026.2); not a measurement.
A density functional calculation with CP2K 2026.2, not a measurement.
Periodic cell of 504 atoms, Si360O144, from a study of silicon, its oxide and their interface. The atomic structure is a simulated model.
Doubt: the forces sum to 0.98 eV/angstrom along one axis rather than to zero, so they err by at least 0.0019 eV/angstrom per atom on average; the grid cutoff is modest.

Settings: functional PBE; method Gaussian and plane waves; basis set DZVP-MOLOPT-SR-GTH; pseudopotentials GTH-PBE; grid cutoff 350 Ry, relative cutoff 50 Ry; k points Gamma only; occupations fixed; spin none; net charge 0.

Cell vectors (angstrom)
a	16.32	0	0
b	0	16.32	0
c	2.771	6.9822	34.4556

Atoms and the computed forces on them: element, x, y, z (angstrom), force x, y, z (eV/angstrom)
Si	1.017	15.252	0.021	0.069	-0.111	-0.139
Si	3.758	1.643	0.016	0.156	-0.058	-0.166
Si	1.594	3.923	0.131	-0.022	-0.033	-0.086
Si	4.248	6.481	0.036	0.053	0.114	-0.004
Si	0.977	9.877	0.099	0.175	-0.027	-0.196
Si	4.492	11.852	0.035	-0.156	0.052	-0.389
Si	7.073	14.765	0.297	0.018	0.105	-0.218
Si	9.829	1.107	0.285	-0.033	0.018	-0.282
Si	6.498	4.302	0.102	0.102	-0.046	-0.092
Si	9.648	6.392	0.057	-0.006	-0.044	-0.003
Si	6.763	9.695	0.145	-0.037	-0.016	-0.052
Si	9.171	12.497	0.197	0.105	-0.007	-0.357
Si	12.057	15.321	0.064	-0.077	0.009	-0.209
Si	17.918	8.165	34.421	-0.124	0.074	-0.079
Si	11.976	4.305	0.007	0.01	-0.13	-0.169
Si	17.653	14.016	34.421	0.042	-0.014	-0.037
Si	15.338	16.145	34.436	-0.217	0.096	-0.228
Si	15.09	12.105	0.066	0.082	0.056	-0.18
Si	2.657	16.336	1.352	-0.038	0.038	-0.225
Si	5.385	2.691	1.409	-0.071	0.042	-0.201
Si	2.753	5.427	1.502	0.024	-0.09	-0.198
Si	5.452	8.109	1.342	-0.004	-0.021	-0.266
Si	2.743	10.882	1.348	-0.024	-0.004	-0.158
Si	5.431	13.551	1.429	0.079	-0.118	-0.16
Si	8.258	16.279	1.611	0.039	0.007	-0.209
Si	10.959	2.744	1.504	-0.052	0.051	-0.214
Si	8.131	5.341	1.497	-0.059	-0.002	-0.242
Si	10.871	8.084	1.289	0.061	-0.106	-0.235
Si	8.15	10.91	1.573	-0.035	-0.006	-0.189
Si	10.893	13.651	1.371	-0.088	0.076	-0.328
Si	13.613	16.41	1.441	0.104	-0.042	-0.278
Si	16.303	2.726	1.382	0.07	-0.094	-0.329
Si	13.624	5.459	1.304	-0.057	0.084	-0.315
Si	16.3	8.211	1.432	-0.041	0.045	-0.162
Si	13.569	10.848	1.355	0.014	-0.152	-0.186
Si	16.277	13.642	1.402	0.054	0.011	-0.17
Si	1.335	1.353	2.795	-0.029	0.096	0.044
Si	4.082	4.049	2.862	0.045	-0.053	0.14
Si	1.363	6.83	2.768	-0.029	0.031	0.059
Si	4.051	9.462	2.744	0.04	0.006	-0.044
Si	1.408	12.295	2.738	-0.028	0.008	0.014
Si	4.035	14.952	2.726	-0.005	0.046	-0.054
Si	6.788	1.35	2.796	-0.056	0.086	-0.005
Si	9.5	4.005	2.853	-0.091	-0.027	0.093
Si	6.811	6.806	2.789	0.024	-0.014	0.089
Si	9.576	9.483	2.748	0.073	-0.051	0.04
Si	6.766	12.248	2.889	-0.051	0.002	0.24
Si	9.608	14.929	2.919	0.085	-0.041	0.136
Si	12.323	1.431	2.863	0.059	0.011	0.187
Si	14.95	4.101	2.727	-0.021	-0.002	0.005
Si	12.237	6.781	2.754	0.012	0.01	-0.082
Si	14.931	9.539	2.805	-0.03	0.022	0.134
Si	12.216	12.229	2.714	0.03	-0.011	0.08
Si	14.919	14.963	2.789	-0.074	-0.006	0.129
Si	16.295	16.308	4.177	0.034	0.05	-0.104
Si	2.692	2.7	4.212	0.02	0.005	-0.124
Si	16.315	5.451	4.118	-0.019	0.016	0.008
Si	2.71	8.152	4.169	0.062	0.017	0.036
Si	16.346	10.915	4.129	-0.026	-0.062	-0.08
Si	2.722	13.625	4.163	-0.069	-0.051	0.028
Si	5.409	16.296	4.129	0.035	0.013	0.029
Si	8.127	2.681	4.216	0.063	0.018	0.017
Si	5.458	5.445	4.193	-0.011	-0.055	-0.092
Si	8.191	8.162	4.149	-0.089	-0.033	0.004
Si	5.394	10.829	4.176	0.035	0.099	-0.057
Si	8.172	13.586	4.243	0.022	0.001	-0.067
Si	10.954	16.353	4.225	-0.059	-0.084	-0.059
Si	13.662	2.784	4.211	-0.061	-0.081	0.007
Si	10.876	5.424	4.165	0.052	0.018	-0.069
Si	13.581	8.152	4.17	-0.033	0.036	-0.092
Si	10.897	10.867	4.133	-0.012	-0.01	0.018
Si	13.572	13.572	4.142	0.048	0.047	-0.033
Si	1.358	14.972	16.527	-0.001	-0.011	0.037
Si	4.076	17.684	16.55	-0.019	0.036	0.044
Si	1.382	4.074	16.529	0.003	-0.009	0.042
Si	4.1	6.805	16.541	-0.002	-0.001	0.057
Si	1.357	9.502	16.531	0.01	0.043	0.038
Si	4.113	12.274	16.527	-0.012	-0.043	0.006
Si	6.8	14.95	16.558	0.032	0.016	0.044
Si	9.53	17.676	16.568	-0.056	-0.008	0.035
Si	6.794	4.055	16.537	0.009	-0.004	0.025
Si	9.499	6.788	16.527	-0.013	0.026	0.011
Si	6.823	9.529	16.543	-0.003	-0.022	0.055
Si	9.507	12.23	16.542	0.024	-0.008	0.055
Si	12.223	14.929	16.545	0.005	0.012	0.057
Si	14.958	17.672	16.541	0.028	-0.009	0.055
Si	12.233	4.058	16.558	0.027	-0.01	0.039
Si	14.972	6.807	16.524	-0.018	-0.02	0.027
Si	12.234	9.518	16.495	0.012	-0.031	0.02
Si	14.942	12.24	16.521	-0.034	0.045	0.022
Si	2.727	16.31	17.924	-0.048	0.02	0
Si	5.421	19.051	17.936	0.061	-0.067	0.076
Si	2.714	5.465	17.91	0.034	-0.048	-0.018
Si	5.496	8.144	17.915	-0.074	0.054	0.076
Si	2.751	10.888	17.838	0.021	-0.011	0.08
Si	5.433	13.629	17.967	0.007	-0.006	-0.007
Si	8.18	16.291	17.931	-0.01	0.024	0.096
Si	10.885	19.02	17.975	0.01	0.029	-0.054
Si	8.175	5.387	17.906	-0.038	0.031	0
Si	10.824	8.212	17.855	0.086	-0.088	0.093
Si	8.145	10.904	17.952	0.045	-0.01	-0.002
Si	10.889	13.54	17.933	-0.083	0.043	0.079
Si	13.562	16.32	17.904	0.036	-0.066	-0.016
Si	16.374	19.001	17.897	-0.079	0.105	0.085
Si	13.6	5.457	17.884	0.035	0.006	0.08
Si	16.327	8.141	17.935	-0.005	0.018	-0.037
Si	13.612	10.832	17.882	-0.051	0.021	0.014
Si	16.269	13.645	17.876	0.03	-0.071	0.044
Si	17.686	17.619	19.335	-0.036	0.01	0.012
Si	4.052	4.123	19.305	-0.015	0.014	-0.082
Si	17.716	6.822	19.326	0.013	0.019	0.011
Si	4.126	9.555	19.243	0.089	0.084	-0.131
Si	17.676	12.26	19.148	-0.029	0.041	-0.24
Si	4.066	14.994	19.354	0.061	0.037	-0.025
Si	6.779	17.642	19.291	-0.049	0.013	-0.119
Si	9.516	4.064	19.338	-0.001	-0.015	0.003
Si	6.846	6.738	19.292	0.012	0.009	-0.092
Si	9.51	9.54	19.324	0.008	0.03	-0.043
Si	6.797	12.278	19.342	0.076	0.019	-0.061
Si	9.559	14.929	19.329	0.043	-0.065	-0.007
Si	12.242	17.641	19.342	-0.059	-0.001	0.022
Si	15.037	4.109	19.215	0.113	-0.009	-0.22
Si	12.172	6.843	19.196	-0.072	0.05	-0.152
Si	14.953	9.496	19.293	-0.015	-0.017	-0.065
Si	12.232	12.115	19.288	-0.075	-0.078	-0.072
Si	14.888	14.974	19.299	0.012	-0.025	-0.029
Si	16.222	16.32	20.733	0.075	0.077	0.196
Si	2.747	19.025	20.672	0.008	-0.031	0.158
Si	16.371	5.438	20.679	-0.113	-0.104	0.219
Si	2.804	8.215	20.638	-0.03	0.007	0.221
Si	16.409	10.875	20.525	0.064	-0.029	0.222
Si	2.604	13.624	20.581	-0.023	-0.101	0.171
Si	5.431	16.341	20.769	0.064	0.027	0.21
Si	8.158	18.963	20.665	0.029	-0.078	0.21
Si	5.44	5.456	20.691	-0.02	0.016	0.144
Si	8.201	8.107	20.655	0.077	-0.014	0.237
Si	5.44	10.928	20.684	-0.099	-0.072	0.286
Si	8.151	13.617	20.742	-0.017	0.096	0.321
Si	10.95	16.227	20.779	-0.119	-0.054	0.103
Si	13.657	19.09	20.536	0.037	0.014	0.165
Si	10.848	5.527	20.64	0.01	0.127	0.304
Si	13.485	8.179	20.603	-0.068	0.021	0.163
Si	10.865	10.843	20.788	0.052	0.004	0.265
Si	13.584	13.472	20.604	0.115	0.042	0.224
Si	17.335	14.665	22.004	-0.116	0.189	0.387
Si	4.357	18.007	22.094	-0.144	-0.064	0.266
Si	17.519	20.144	22.027	0.108	0.06	0.304
Si	4.409	7.158	22.01	-0.156	-0.101	0.365
Si	17.999	9.836	21.929	-0.173	-0.13	0.282
Si	3.762	12.109	21.912	0.046	0.002	0.149
Si	6.983	15.182	22.148	0.079	0.055	-0.111
Si	9.263	17.325	22.021	-0.019	0.016	0.114
Si	6.599	20.167	21.955	0.047	0.009	0.28
Si	9.758	7.059	22.165	-0.08	-0.119	-0.041
Si	6.657	9.306	21.928	0.011	0.04	0.158
Si	9.692	12.452	22.119	0.06	-0.024	0.039
Si	12.073	14.518	22.066	0.186	0.017	0.24
Si	15.146	18.049	22.017	-0.2	-0.064	0.322
Si	12.499	20.668	21.788	-0.015	0.007	0.265
Si	14.624	6.558	21.8	0.008	-0.007	0.31
Si	12.029	9.261	22.187	0.062	0.07	-0.038
Si	15.248	12.352	21.879	-0.011	0.003	0.187
Si	15.456	6.887	24.576	0.072	-0.06	0.629
Si	6.052	9.567	29.146	-0.119	0.068	-0.107
Si	2.684	12.243	32.293	0.184	0.022	-0.285
Si	10.335	12.333	28.609	0.027	-0.03	0.095
Si	5.896	16.399	26.983	0.065	0.165	0.257
Si	10.712	19.218	24.021	0.248	-0.096	0.166
Si	4.071	18.56	27.692	-0.025	0.131	0.199
Si	17.524	15.744	24.948	-0.209	-0.163	0.478
Si	4.584	12.182	29.874	0.178	-0.101	-0.408
Si	6.285	14.175	31.578	0.156	-0.117	-0.579
Si	17.749	21.144	24.856	-0.137	0.018	0.549
Si	11.872	19.537	26.693	0.169	0.063	0.419
Si	11.965	21.709	30.651	0.08	0.176	-0.391
Si	7.632	21.509	27.333	-0.027	0.036	0.363
Si	4.411	16.57	31.589	-0.095	0.18	-0.466
Si	11.35	14.971	27.175	-0.018	0.045	0.196
Si	3.457	7.053	25.006	0.063	0.157	0.45
Si	14.907	17.611	24.995	-0.012	0.069	0.524
Si	12.337	10.225	29.82	0.143	-0.129	-0.477
Si	16.642	10.079	32.273	-0.178	-0.161	-0.341
Si	7.788	11.388	27.186	-0.082	0.18	0.487
Si	16.022	20.507	32.39	0.117	0.041	-0.412
Si	13.036	13.894	24.854	0.117	0.162	0.594
Si	13.426	17.086	27.451	-0.152	0.126	0.29
Si	15.814	10.768	26.553	0.137	0.121	0.248
Si	10.86	9.555	32.46	0.094	0.016	-0.127
Si	8.427	5.1	24.251	-0.051	-0.008	0.262
Si	3.319	21.299	29.012	-0.044	-0.106	-0.286
Si	15.984	19.927	26.824	-0.088	0.101	0.209
Si	5.474	13.328	24.128	-0.099	0.109	0.416
Si	7.745	11.123	24.127	0.167	-0.078	0.274
Si	3.787	17.312	25.136	0.2	0.202	0.45
Si	15.611	15.863	29.057	0.117	0.058	-0.187
Si	6.867	7.656	31.449	-0.152	-0.042	-0.449
Si	11.212	15.116	32.362	-0.171	0.061	-0.301
Si	13.29	19.122	31.982	-0.215	0.152	-0.558
Si	17.072	19.942	29.585	0.175	-0.205	-0.449
Si	17.491	9.026	24.893	0.078	0.12	0.477
Si	5.428	13.462	27.245	0.06	0.005	0.473
Si	15.25	9.721	29.501	-0.312	-0.095	-0.349
Si	10.061	20.953	28.555	0.22	0.085	0.114
Si	4.783	21.738	31.555	-0.021	0.115	-0.397
Si	9.07	14.308	30.305	-0.206	-0.18	-0.444
Si	13.373	7.508	29.262	0.12	0.034	-0.093
Si	6.207	19.127	31.491	0.149	-0.156	-0.45
Si	8.742	16.286	27.848	0.028	0.066	0.009
Si	5.077	7.023	27.538	-0.002	-0.053	0.093
Si	13.7	10.971	24.284	0.218	0.129	0.437
Si	15.724	13.914	26.612	0.053	-0.11	0.205
Si	8.157	19.079	29.123	0.047	0.041	0.025
Si	14.006	16.402	31.594	0.2	-0.037	-0.576
Si	13.802	5.728	26.684	0.071	-0.166	0.359
Si	18.387	17.25	29.677	-0.09	0.061	-0.276
Si	9.508	6.81	32.021	0.072	-0.21	-0.415
Si	1.349	14.96	5.549	0.009	0.006	-0.044
Si	4.074	1.331	5.549	-0.042	0.021	-0.043
Si	1.335	4.096	5.542	0.03	-0.042	-0.049
Si	4.076	6.798	5.549	-0.005	-0.02	-0.032
Si	1.356	9.533	5.528	-0.002	0.025	-0.058
Si	4.062	12.232	5.536	0.005	-0.023	-0.028
Si	6.782	14.969	5.549	0.03	-0.003	-0.02
Si	9.527	1.35	5.572	-0.03	-0.032	0.002
Si	6.799	4.077	5.573	0.009	0.028	-0.015
Si	9.525	6.794	5.543	0.014	0.008	-0.054
Si	6.805	9.502	5.535	0.012	0.009	-0.041
Si	9.539	12.199	5.559	-0.054	0	-0.031
Si	12.269	14.945	5.569	0.004	0.011	-0.019
Si	14.978	1.371	5.566	0.025	0.023	-0.022
Si	12.248	4.098	5.562	-0.011	0	-0.028
Si	14.962	6.795	5.529	-0.032	0.008	-0.055
Si	12.235	9.522	5.543	0.053	-0.017	-0.036
Si	14.965	12.241	5.523	0.002	0.016	-0.048
Si	2.713	16.307	6.929	0.013	0.007	0.01
Si	5.43	2.706	6.923	0.008	0.003	-0.003
Si	2.711	5.44	6.917	0.004	0.013	0
Si	5.443	8.152	6.919	0.015	-0.008	-0.001
Si	2.709	10.881	6.918	-0.012	0.024	0.01
Si	5.429	13.59	6.912	0.021	-0.011	0.002
Si	8.155	16.312	6.931	0.006	0.008	-0.006
Si	10.888	2.725	6.928	-0.011	0.008	-0.004
Si	8.169	5.439	6.929	-0.005	-0.029	-0.002
Si	10.88	8.159	6.918	-0.027	0.016	0.015
Si	8.158	10.858	6.923	0.006	0.006	0.002
Si	10.89	13.582	6.923	-0.001	0.02	0.001
Si	13.619	16.32	6.932	0.002	-0.032	0.007
Si	16.327	2.729	6.937	-0.006	-0.012	0.012
Si	13.608	5.452	6.928	-0.015	0.001	0.015
Si	16.319	8.164	6.901	0.002	-0.001	-0.002
Si	13.61	10.878	6.907	0.01	-0.023	0
Si	16.313	13.596	6.917	-0.014	0.002	-0.002
Si	1.365	17.68	8.303	0.018	0.022	0.001
Si	4.071	4.075	8.291	-0.015	-0.019	0.001
Si	1.356	6.807	8.286	0.006	-0.004	-0.003
Si	4.079	9.52	8.285	0.02	0.016	-0.001
Si	1.352	12.238	8.295	-0.005	-0.026	0.005
Si	4.075	14.946	8.296	-0.015	-0.004	0.003
Si	6.797	17.677	8.299	0.019	0.007	0.012
Si	9.527	4.08	8.302	0.02	0.015	0.007
Si	6.801	6.794	8.297	-0.005	-0.003	0.002
Si	9.518	9.507	8.3	-0.02	-0.017	0.004
Si	6.797	12.232	8.284	0.013	0.016	-0.002
Si	9.521	14.946	8.29	-0.036	-0.028	0.007
Si	12.245	17.677	8.296	-0.027	-0.019	-0.004
Si	14.959	4.084	8.303	-0.011	-0.014	-0.001
Si	12.242	6.806	8.298	0.025	0.003	-0.002
Si	14.963	9.516	8.287	-0.005	0.003	-0.004
Si	12.253	12.229	8.295	0.003	0.015	-0.007
Si	14.97	14.957	8.304	0.018	0.038	0.002
Si	16.326	16.319	9.677	-0.007	-0.015	0.001
Si	2.722	2.718	9.675	0.004	-0.007	0.005
Si	16.322	5.446	9.669	-0.002	0.002	-0.002
Si	2.721	8.161	9.662	-0.007	-0.008	-0.002
Si	16.319	10.874	9.669	0.002	0.008	-0.003
Si	2.715	13.593	9.672	0.009	0.007	0.001
Si	5.437	16.312	9.667	0.006	-0.001	-0.001
Si	8.162	2.717	9.669	-0.01	0.005	0.009
Si	5.438	5.432	9.665	0.016	0.002	0
Si	8.159	8.15	9.674	0.006	0.005	0.009
Si	5.438	10.878	9.664	-0.004	-0.005	-0.002
Si	8.156	13.59	9.661	0.007	-0.002	0.006
Si	10.878	16.314	9.662	0.011	0.013	0.001
Si	13.6	2.718	9.672	0.002	0.005	0.003
Si	10.886	5.44	9.674	-0.015	-0.012	-0.002
Si	13.605	8.161	9.67	-0.011	0.003	-0.004
Si	10.884	10.872	9.665	0.001	0.004	-0.001
Si	13.604	13.597	9.671	-0.004	-0.006	0.003
Si	1.363	14.957	11.05	0.009	0.006	0
Si	4.084	17.676	11.044	-0.006	0.005	0.002
Si	1.36	4.081	11.043	0	0.002	-0.003
Si	4.08	6.798	11.037	-0.008	0.009	-0.005
Si	1.365	9.518	11.043	0.005	-0.002	-0.001
Si	4.08	12.237	11.044	-0.007	-0.001	0.004
Si	6.8	14.953	11.038	0.002	-0.001	0.004
Si	9.52	17.673	11.042	-0.001	0.001	0.005
Si	6.801	4.075	11.042	0.003	-0.009	0.001
Si	9.52	6.792	11.048	0.001	-0.002	0.001
Si	6.797	9.516	11.039	0.006	0	0.001
Si	9.52	12.235	11.034	-0.007	0.001	-0.001
Si	12.238	14.958	11.04	-0.008	0	-0.002
Si	14.96	17.678	11.046	-0.003	0	-0.001
Si	12.24	4.073	11.048	0.011	-0.002	0.003
Si	14.961	6.8	11.046	0.001	-0.005	0
Si	12.24	9.514	11.044	0.011	-0.002	-0.005
Si	14.962	12.236	11.045	-0.005	-0.001	-0.006
Si	2.723	16.321	12.419	0.012	-0.003	0.001
Si	5.449	2.711	12.419	0.006	0.012	0.004
Si	2.726	5.435	12.413	-0.012	0	-0.005
Si	5.436	8.159	12.415	0.004	-0.017	0.001
Si	2.724	10.878	12.421	0.001	-0.001	-0.005
Si	5.44	13.6	12.417	-0.001	-0.001	-0.003
Si	8.158	16.312	12.416	-0.008	-0.009	0
Si	10.88	2.71	12.423	-0.004	0.004	0.001
Si	8.16	5.431	12.422	0.009	0.003	0.001
Si	10.882	8.151	12.419	-0.01	0.012	0
Si	8.162	10.875	12.408	-0.002	0.007	-0.004
Si	10.87	13.602	12.409	0.018	-0.014	0.001
Si	13.597	16.316	12.417	-0.002	0.008	-0.001
Si	16.319	2.722	12.417	0.005	-0.003	-0.003
Si	13.602	5.433	12.418	-0.011	-0.004	-0.007
Si	16.327	8.157	12.418	-0.001	0.003	-0.006
Si	13.597	10.878	12.414	0.004	0	-0.004
Si	16.322	13.595	12.421	-0.008	0.001	0.001
Si	1.361	17.683	13.787	-0.029	0.016	-0.002
Si	4.089	4.076	13.785	0.009	-0.022	-0.007
Si	1.368	6.792	13.789	0.018	-0.003	-0.001
Si	4.087	9.523	13.797	-0.023	0.006	0.006
Si	1.365	12.238	13.796	0.007	-0.007	-0.005
Si	4.087	14.968	13.794	-0.014	0	0.003
Si	6.804	17.668	13.797	0.005	0.006	0
Si	9.517	4.067	13.798	-0.011	0.005	0
Si	6.794	6.795	13.787	-0.013	0.031	-0.004
Si	9.518	9.514	13.782	0.023	-0.025	0.002
Si	6.808	12.239	13.782	0.016	-0.021	0.001
Si	9.514	14.957	13.796	-0.01	0.02	0.008
Si	12.237	17.668	13.802	0.018	-0.007	0.003
Si	14.959	4.075	13.796	0.001	0.011	-0.001
Si	12.238	6.785	13.792	0.032	-0.024	-0.006
Si	14.962	9.521	13.783	-0.02	0.011	-0.009
Si	12.228	12.24	13.776	-0.024	0.024	-0.01
Si	14.956	14.957	13.789	0.015	-0.021	-0.003
Si	16.316	16.325	15.156	0.008	0.007	-0.008
Si	2.733	19.037	15.156	0.01	0.024	-0.012
Si	16.329	5.432	15.163	-0.029	-0.019	0.001
Si	2.729	8.152	15.162	-0.007	-0.001	0
Si	16.318	10.877	15.163	0.013	-0.008	0.014
Si	2.725	13.61	15.161	-0.006	-0.006	-0.002
Si	5.444	16.319	15.184	0.015	0.006	0.001
Si	8.165	19.02	15.175	-0.004	-0.002	0.003
Si	5.445	5.431	15.167	0	0.006	-0.007
Si	8.155	8.157	15.154	-0.007	-0.015	-0.011
Si	5.458	10.887	15.166	0.009	0.025	-0.006
Si	8.154	13.595	15.17	-0.018	-0.018	-0.008
Si	10.873	16.31	15.181	-0.004	-0.014	-0.017
Si	13.598	19.034	15.171	-0.006	0.012	0.002
Si	10.879	5.425	15.174	0.007	0.012	0.013
Si	13.604	8.153	15.146	0.001	0.003	-0.011
Si	10.868	10.886	15.151	0.014	0.012	-0.02
Si	13.583	13.595	15.15	0.009	-0.027	0
O	13.029	14.707	23.433	-0.272	-0.102	-0.497
O	10.051	15.924	26.97	0.211	-0.054	-0.261
O	12.245	8.7	29.214	-0.187	0.147	-0.02
O	2.497	5.846	25.528	-0.218	-0.082	-0.212
O	4.436	21.518	33.123	0.021	-0.139	0.496
O	3.685	17.538	23.541	-0.134	-0.147	-0.608
O	2.753	10.949	22.549	-0.009	0.012	-0.212
O	9.199	22.685	33.554	-0.19	0.004	0.293
O	5.517	8.272	22.548	0.083	-0.065	-0.412
O	8.863	17.748	28.524	-0.15	0.19	-0.142
O	16.499	15.083	33.898	-0.097	0.107	0.37
O	2.677	8.48	25.195	0.175	0.139	-0.231
O	14.786	17.064	28.334	-0.111	-0.103	0.077
O	11.525	18.723	25.341	0.049	-0.017	-0.55
O	14.787	16.712	32.984	0.41	0.17	0.471
O	15.299	10.558	33.073	0.074	-0.125	0.312
O	7.073	8.148	32.983	0.115	-0.198	0.624
O	17.3	9.234	23.297	-0.066	0.004	-0.467
O	18.985	17.991	33.97	-0.012	0.082	0.336
O	10.416	16.188	33.295	-0.025	-0.061	0.224
O	6.113	13.945	33.181	0	-0.065	0.295
O	18.053	21.016	28.839	-0.099	-0.048	0.15
O	5.426	9.77	34.017	0.12	0.175	0.458
O	7.886	14.348	31.394	-0.014	0.108	0.203
O	3.76	6.682	23.458	0.034	0.105	-0.735
O	16.333	5.52	24.425	-0.144	0.075	-0.18
O	8.429	17.756	33.988	-0.205	0.126	0.516
O	5.511	19.088	22.608	-0.04	0.08	-0.6
O	12.747	9.841	23.582	-0.017	-0.094	-0.126
O	17.288	19.803	33.138	-0.01	0.09	0.414
O	7.506	9.765	23.275	-0.136	-0.14	-0.338
O	17.198	10.363	25.777	0.091	-0.045	-0.414
O	5.46	15.018	27.734	-0.056	0.042	0.037
O	12.379	18.692	33.256	-0.18	0.076	0.288
O	14.931	15.597	30.513	-0.024	0.176	0.303
O	1.989	20.52	23.459	-0.079	-0.149	-0.601
O	2.538	16.385	25.609	0.054	0.051	-0.236
O	11.718	10.302	31.306	-0.253	0.11	0.484
O	5.45	6.874	31.277	-0.126	-0.038	0.013
O	3.223	12.442	30.746	-0.136	0	0.533
O	3.469	21.56	30.613	0.13	0.17	0.239
O	10.443	19.95	27.337	-0.092	-0.002	-0.294
O	8.157	12.371	33.945	0.137	0.238	0.359
O	6.397	6.12	27.816	0.122	0.146	0.154
O	14.719	19.572	32.583	-0.019	-0.026	0.187
O	17.826	18.664	30.283	-0.094	0.05	0.438
O	5.818	20.619	31.003	-0.013	0.189	0.161
O	4.946	18.101	31.433	-0.219	0.074	0.202
O	13.775	16.832	25.877	0.049	-0.158	-0.41
O	5.825	12.922	30.633	0.174	0.071	0.389
O	12.704	15.527	31.921	-0.156	-0.128	0.227
O	14.445	14.151	25.64	-0.105	-0.084	-0.206
O	3.01	16.483	30.751	0.022	-0.054	0.36
O	7.503	16.328	26.795	0.023	-0.293	-0.203
O	4.249	16.167	33.148	0.122	-0.263	0.479
O	9.028	5.768	27.995	0.125	-0.217	-0.04
O	6.446	12.056	23.909	-0.193	0.053	-0.09
O	11.42	13.751	33.233	0.129	-0.117	0.364
O	9.345	11.715	27.492	-0.005	-0.302	-0.403
O	9.609	20.329	24.412	0.012	0.014	-0.113
O	14.845	8.142	29.506	0.101	-0.057	0.139
O	18.462	13.612	33.011	-0.059	0.061	0.154
O	10.811	13.579	22.623	0.17	0.042	-0.302
O	7.417	19.972	27.928	0.087	-0.007	-0.236
O	15.218	21.346	27.088	0.062	0.046	-0.059
O	6.718	19.32	33.012	0.197	0.253	0.327
O	14.053	6.617	25.352	-0.019	0.135	-0.428
O	12.594	20.315	31.134	0.287	-0.194	0.082
O	4.162	13.049	23.217	-0.006	-0.114	-0.113
O	16.366	7.954	25.401	-0.126	-0.082	0.058
O	5.469	17.705	27.893	0.101	0.131	0.173
O	8.138	6.661	31.129	0.01	-0.126	0.119
O	13.117	6.53	30.544	-0.092	-0.063	0.35
O	16.258	13.506	22.533	0.009	-0.061	-0.317
O	12.808	12.282	24.692	-0.301	-0.138	-0.038
O	16.326	19.102	22.531	0.197	-0.126	-0.307
O	13.637	7.024	33.968	-0.043	0.085	0.493
O	11.892	8.904	33.516	-0.205	0.214	0.012
O	14.489	10.42	25.634	-0.416	-0.076	-0.384
O	7.242	20.872	23.292	-0.213	0.009	-0.294
O	11.486	11.238	28.892	0.129	-0.074	-0.091
O	17.761	11.229	32.349	-0.099	0.105	0.188
O	13.513	17.846	30.985	0.179	0.062	0.328
O	4.928	10.59	29.747	-0.034	0.164	-0.063
O	11.074	13.68	28.104	0.293	0.067	-0.178
O	4.171	20.012	28.425	-0.114	0.117	0.015
O	9.952	8.363	31.835	-0.053	0.123	0.053
O	6.84	8.888	30.39	0.434	-0.171	0.437
O	16.281	20.706	30.78	-0.232	0.036	0.485
O	3.904	11.629	33.175	0.108	0.191	0.14
O	9.066	6.442	23.553	-0.028	0.224	-0.26
O	9.913	10.652	33.181	-0.168	-0.134	-0.047
O	17.232	8.74	33.011	0.062	-0.212	0.187
O	2.887	17.64	28.328	-0.196	0.019	0.084
O	3.778	6.314	28.22	0.071	0.078	0.156
O	15.661	21.918	33.124	0.054	0.151	0.29
O	10.907	8.139	22.719	0.057	0.089	-0.193
O	15.069	19.018	25.831	0.096	-0.24	-0.099
O	16.348	9.897	30.674	0.137	-0.122	0.472
O	9.986	17.928	23.37	-0.119	-0.085	-0.131
O	15.134	7.451	23.099	-0.232	0.166	-0.467
O	15.801	10.042	28.009	-0.006	-0.172	-0.089
O	16.337	16.853	24.976	0.131	0.231	-0.07
O	12.487	15.851	27.944	0.057	0.006	-0.111
O	17.891	15.3	23.43	-0.087	-0.262	-0.517
O	9.086	11.875	23.563	0.08	-0.032	-0.21
O	7.813	10.739	25.702	0.133	-0.2	-0.527
O	13.335	6.736	27.85	-0.05	0.081	-0.23
O	10.391	14.954	30.969	0.407	0.082	0.345
O	4.432	12.723	28.321	-0.239	-0.095	0.143
O	6.914	12.771	27.297	0.129	-0.054	-0.045
O	14.369	17.717	23.464	0.092	0.033	-0.619
O	13.922	10.645	29.801	0.048	-0.044	0.201
O	13.595	5.411	22.473	0.217	-0.024	-0.513
O	8.132	16.277	22.666	-0.133	-0.003	-0.553
O	3.789	18.683	26.074	0.05	-0.044	-0.213
O	12.704	18.535	27.679	-0.165	-0.033	-0.196
O	6.292	14.631	23.559	0.12	0.012	-0.157
O	4.798	7.145	25.935	0.081	-0.253	-0.401
O	5.492	15.49	31.022	-0.146	-0.174	-0.059
O	7.173	10.329	28.249	0.329	-0.146	-0.032
O	13.58	12.34	33.888	0.053	0.005	0.463
O	10.71	22.153	31.552	-0.257	-0.032	0.132
O	19.026	7.041	33.878	0.195	-0.204	0.164
O	9.339	20.054	29.718	0.206	-0.082	-0.072
O	17.063	14.499	25.898	0.065	0.228	-0.085
O	14.81	11.461	23.198	-0.066	0.058	-0.301
O	9.422	12.755	29.9	0.006	0.21	0.102
O	11.429	21.574	29.117	0.101	-0.09	0.063
O	10.852	20.607	34.077	-0.061	0.021	0.591
O	15.916	12.342	26.878	0.228	-0.134	-0.076
O	15.523	14.553	28.1	-0.146	-0.256	-0.112
O	11.793	14.475	25.713	-0.097	-0.06	-0.323
O	17.42	20.087	26.064	0.016	-0.01	-0.123
O	7.75	5.314	25.72	0.178	-0.043	-0.414
O	5.176	16.534	25.53	0.124	0.028	-0.489
O	12.683	20.916	26.396	-0.228	-0.108	-0.241
O	17.172	16.256	29.266	-0.012	-0.087	0.137
O	16.192	19.344	28.338	0.213	-0.07	0.057
O	4.955	13.431	25.683	-0.032	0.225	-0.754
O	7.276	18.587	30.388	0.01	-0.307	0.445
O	11.817	19.869	23.039	-0.146	0.023	-0.178
O	5.284	8.484	28.207	-0.094	0.055	-0.086
O	8.565	15.147	28.997	-0.242	-0.138	0.333

Results
total energy: -101659.071 eV
total energy less fixed offsets of O -438.35, Si -107.03 eV per atom: -5.871 eV
